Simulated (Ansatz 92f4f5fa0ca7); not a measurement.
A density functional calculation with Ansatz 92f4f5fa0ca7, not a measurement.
Periodic cell of 150 atoms, Si88O58N4, from a study of silicon, its oxide and their interface. The atomic structure is a simulated model.

Settings: functional r2SCAN; potential files Ansatz norm-conserving; basis plane waves; wave-function cutoff 1300 eV; density cutoff ratio 4; exchange-correlation grid ratio 1; k mesh 2 x 2 x 1, shifted by 0.5 0.5 0.5 of a step; self-consistency stop 5e-08 eV per atom in the density residual; occupations Fermi-Dirac, 0.05 eV; spin none; net charge 0.

Cell vectors (angstrom)
a	10.88	0	0
b	0	10.88	0
c	0	0	20.7425

Atoms: element, x, y, z (angstrom)
Si	1.1825	-0.147	-0.1993
Si	2.8227	3.5454	0.805
Si	0.6386	5.6661	-0.0102
Si	3.2699	8.343	-0.757
Si	6.5164	0.1706	0.2618
Si	7.7032	3.1167	-0.5282
Si	5.1162	5.2419	-0.7271
Si	8.3523	8.5851	-0.4367
Si	1.6555	1.5109	1.3872
Si	5.0002	4.843	1.6582
Si	2.0643	7.1677	1.1756
Si	4.999	9.5389	1.3507
Si	7.7312	1.5187	1.5722
Si	9.0816	3.765	1.1735
Si	6.5338	7.0608	0.197
Si	10.2756	9.3851	0.4446
Si	-0.0191	2.6664	2.367
Si	3.5403	0.1766	2.4269
Si	0.1435	8.3832	2.5803
Si	3.1439	5.876	2.6896
Si	6.2829	1.9455	3.6049
Si	8.385	0.2714	3.7118
Si	5.7172	7.5249	2.4524
Si	7.9492	6.0678	2.4322
Si	1.3125	4.328	3.4774
Si	4.1441	1.2526	4.3663
Si	1.6709	10.0093	3.8766
Si	4.6411	6.8036	4.7438
Si	6.9753	4.0629	2.8337
Si	10.0604	1.7965	4.5034
Si	6.404	9.5128	3.9885
Si	9.5843	7.3232	4.0368
Si	0.2235	0.3908	5.5988
Si	2.3359	3.1845	4.9221
Si	-0.0442	5.7117	4.8294
Si	3.1911	8.5158	5.3218
Si	5.1245	-0.788	5.8022
Si	7.3111	2.4107	5.5845
Si	6.5157	4.5404	5.118
Si	7.9541	8.0387	5.2957
Si	1.8901	1.7533	6.9781
Si	4.4828	3.3116	6.4468
Si	1.4194	6.5514	6.2261
Si	4.1865	9.1846	7.8405
Si	6.1405	0.8767	6.8691
Si	9.8482	3.5529	6.0424
Si	7.0109	6.4839	6.3715
Si	9.893	9.8211	6.884
Si	-0.183	2.6906	8.103
Si	3.1133	0.3213	8.0285
Si	0.2165	7.9481	7.6624
Si	2.6126	4.7985	6.9614
Si	4.9044	2.4716	8.5485
Si	7.7641	-0.4603	8.0638
Si	4.7528	6.172	6.9155
Si	8.777	5.3149	7.3131
Si	1.5945	4.1081	9.0574
Si	3.2823	1.6945	10.2933
Si	1.599	8.2701	9.6089
Si	4.4452	7.4398	10.4068
Si	7.3337	3.4182	8.8698
Si	9.2188	1.3052	9.1567
Si	5.7201	9.5109	9.7149
Si	10.0839	6.4687	8.9927
Si	6.8293	4.9816	11.5896
Si	-1.5341	5.1605	15.7424
Si	-3.917	-1.3404	15.0335
Si	11.4621	-2.0311	15.8392
Si	9.0853	3.0447	11.6653
Si	0.9094	-4.8776	14.5788
Si	3.204	6.1207	12.8856
Si	1.3437	2.6034	11.8965
Si	6.6635	2.6037	13.0689
Si	5.0676	0.3319	12.4043
Si	11.1946	10.5905	11.1979
Si	-1.5915	-1.7487	13.1768
Si	2.6835	3.7901	14.437
Si	3.1517	2.3484	16.9993
Si	4.4453	7.9773	15.0139
Si	7.9013	-3.2509	10.9702
Si	4.1651	-0.0158	15.4295
Si	5.0519	2.4143	19.4184
Si	5.0129	6.1853	17.0612
Si	0.5163	11.6614	17.5313
Si	8.0099	7.5966	17.0996
Si	10.4428	-3.3566	18.6357
Si	-4.0872	3.7346	15.7043
Si	9.1223	2.9213	17.6733
O	0.3536	-2.3616	19.8751
O	0.4981	0.5187	-1.562
O	3.8592	2.6302	20.8966
O	-3.0924	-1.7137	16.2579
O	-0.4157	5.9905	19.1965
O	1.5557	4.2754	-0.377
O	2.6143	9.8701	20.3457
O	-0.8138	1.5361	17.1057
O	7.6004	-0.8888	-0.4817
O	5.5706	0.8811	19.7816
O	8.9716	3.3401	-1.6221
O	-4.5473	7.2754	17.1209
O	3.7179	2.1866	18.474
N	8.8109	8.0374	18.6944
N	6.131	3.7428	-1.0021
O	-0.7279	5.8935	14.4359
O	1.7318	2.8236	13.6911
O	3.6943	1.5952	11.8823
O	-0.3319	-0.848	12.6531
O	1.5319	9.5993	10.858
O	3.1189	7.7648	9.373
O	5.8293	3.6027	12.1412
O	5.2881	10.2351	11.0773
O	7.5007	2.8843	17.0376
O	6.5613	4.654	9.9331
O	10.0509	0.1368	10.1686
O	6.7363	6.6517	11.9506
O	7.0717	9.0036	10.6122
O	8.8589	7.3992	9.6862
O	12.0822	0.8802	11.6602
O	9.9708	4.289	17.0119
O	8.2738	-8.6155	12.7648
O	0.322	5.36	9.4852
O	-4.7261	2.6486	14.5053
O	10.0841	-2.2027	14.5037
O	3.5647	-12.5531	15.5773
O	4.107	6.8016	16.2339
O	3.8925	6.2811	11.4747
N	8.4885	2.6156	10.1858
O	3.7076	-6.2374	13.5328
O	5.9973	-2.6768	14.7316
O	4.3216	-0.0554	13.8535
O	-4.4535	1.1052	12.7938
O	12.4696	17.1773	13.0028
O	-0.1503	3.356	11.8277
N	2.189	14.184	10.4259
O	1.2876	4.5947	15.1894
O	8.0454	4.4853	14.7622
O	5.8972	-0.0815	15.3739
O	8.6282	15.5768	11.7241
O	14.5492	7.4314	13.6814
O	3.354	-9.9536	16.1543
O	1.1079	-0.6977	16.8151
O	-0.0229	7.9456	17.2049
O	3.5874	3.5331	15.8001
O	-3.0178	-1.1669	13.5524
O	8.8856	-3.0153	12.1916
O	12.3809	-8.8236	17.1762
O	1.3038	-3.4644	15.1578
O	5.7712	4.7141	16.483
O	4.5967	5.6036	18.4872
O	8.458	6.3056	16.4189

Results
free energy: -38378.434 eV
free energy less fixed offsets of N -289.75, O -463.61, Si -117.95 eV per atom: 49.546 eV
pressure: -3.17 GPa
stress xx, yy, zz, yz, xz, xy (GPa, positive in tension): 3.53, 3.2, 2.79, 0.31, -0.33, 0.31

Forces (eV/angstrom), in the order of the atoms: element, x, y, z
Si	0.3939	0.5143	-0.8145
Si	-3.9723	2.0296	0.4443
Si	-0.9133	-1.9365	-2.2326
Si	-0.3703	0.8591	1.4378
Si	-0.272	-1.7017	-1.499
Si	0.7393	0.0739	0.3448
Si	2.2245	0.8669	0.1193
Si	-1.6115	-1.4842	-1.4299
Si	1.4017	-0.5594	0.1232
Si	-1.2342	1.0846	-0.1354
Si	-0.9173	1.1838	-0.2292
Si	-0.5183	-0.7515	-0.1009
Si	0.4036	0.4294	0.996
Si	-0.175	1.0865	1.4801
Si	0.9591	-0.2904	0.8595
Si	2.3338	-1.9686	0.5295
Si	-0.6983	0.1904	1.1876
Si	-2.4537	0.1958	0.6151
Si	1.6397	1.2152	-0.8623
Si	0.3508	-1.4481	1.2855
Si	0.2646	-0.6479	-1.3599
Si	-1.2197	0.4079	-0.7833
Si	0.0825	-0.4947	0.2801
Si	0.7655	1.4931	-0.9703
Si	-1.1456	2.3547	-2.7257
Si	-0.2223	0.446	0.3965
Si	-0.1155	-0.9903	0.016
Si	-0.7799	-0.0879	-2.5441
Si	-0.9714	-0.241	-0.2951
Si	-2.4048	2.7519	-2.7533
Si	1.7655	-0.3063	-0.2336
Si	-0.5364	-0.6807	-2.46
Si	3.9027	-2.7355	1.5168
Si	2.5194	-2.8534	3.4997
Si	-0.0515	-2.5953	0.0621
Si	-1.3434	0.3455	0.3117
Si	-1.6536	0.1197	-0.7269
Si	1.5604	0.0657	0.9816
Si	-1.2178	0.3243	0.4813
Si	0.3702	3.9994	-0.6954
Si	-2.7914	0.7621	-1.798
Si	0.6463	1.0034	-0.9385
Si	1.3518	2.1814	0.3038
Si	0.5977	-0.5452	-1.2414
Si	1.1972	1.0655	1.7391
Si	-0.3593	0.9676	0.5268
Si	-0.5227	-2.3877	1.6166
Si	-1.828	-1.4151	0.0625
Si	2.3596	0.3016	-1.3614
Si	0.9671	-0.2473	2.2289
Si	0.564	1.3607	0.0678
Si	0.7477	-0.6074	0.7461
Si	1.1628	-1.1883	-0.1334
Si	0.3903	1.6669	0.27
Si	-0.1442	-0.0914	1.1352
Si	-0.6148	-1.3033	1.0895
Si	-3.9576	0.8853	-0.469
Si	0.2185	1.6739	-1.6054
Si	-1.4507	2.3799	1.3728
Si	-0.4263	-1.3617	-0.444
Si	-0.0311	2.1542	2.8935
Si	-0.8462	-1.8175	1.8124
Si	2.9641	-1.1298	0.0572
Si	-0.8794	-1.2177	-0.7585
Si	2.5252	-1.089	-2.6217
Si	-1.1802	-0.324	-3.2893
Si	-2.4876	1.2328	-3.5893
Si	-2.8051	-4.1559	0.0632
Si	1.4718	4.9216	0.0571
Si	-1.7381	1.4921	-3.462
Si	-0.8476	-0.2316	1.5566
Si	-1.8118	-0.3478	1.251
Si	2.9583	-0.4824	-1.8484
Si	-2.5804	1.4008	0.3825
Si	-2.3304	-1.8851	2.1641
Si	1.9877	-1.1626	-0.1169
Si	-1.0065	2.1951	3.2541
Si	-3.5049	-0.4387	-2.9032
Si	-2.1573	-1.1418	0.0091
Si	-1.5549	1.1965	1.8508
Si	7.1255	-9.2648	-5.1127
Si	-2.0971	-1.4621	4.5986
Si	14.7456	-7.4012	8.2202
Si	2.0499	0.0094	1.2417
Si	-4.4921	4.9847	2.5129
Si	-0.2274	1.3111	4.0519
Si	1.3439	-0.4688	-0.2686
Si	0.8954	-0.6067	-7.2619
O	-1.4932	-1.3242	-0.9925
O	0.7048	-0.2454	-1.624
O	4.659	-2.0295	-4.3205
O	3.3592	-3.0112	3.6307
O	2.8678	0.0933	2.0934
O	0.912	0.763	1.5939
O	-1.3499	0.872	-0.5508
O	-3.7175	1.5842	1.0798
O	-2.1238	2.6956	-0.0489
O	0.64	1.0576	-0.0801
O	-0.9493	-0.3576	3.3803
O	0.0055	-0.8844	1.7679
O	2.3101	1.3313	-0.9202
N	-1.54	-0.5594	-1.6243
N	-0.8385	-1.096	-1.0967
O	0.2718	-1.3713	2.716
O	-0.5863	-2.8073	-5.3886
O	2.5207	-2.0274	-0.5725
O	-0.8665	0.8663	-2.9006
O	0.5345	-3.975	-3.5621
O	0.012	-0.5507	1.6791
O	2.4786	3.5931	-0.4627
O	-2.9403	3.5155	3.5781
O	1.8131	0.3765	-1.2398
O	0.9274	0.0624	0.5414
O	-0.354	0.88	-0.8386
O	0.5682	-2.3334	-2.7196
O	0.9479	-2.4212	-0.7669
O	0.4206	-1.9533	0.2351
O	1.9712	6.9026	1.3435
O	-1.825	-1.301	-1.7713
O	0.5274	1.409	1.6169
O	1.3001	-0.0003	0.505
O	-0.0408	3.2895	6.7371
O	2.4811	0.4179	4.6173
O	1.0647	2.9076	0.7529
O	-9.6959	7.1057	-10.4632
O	0.3933	0.7602	-2.5608
N	-0.6482	-2.0448	-4.3531
O	-0.9918	1.9096	-0.5777
O	-0.2661	0.8122	-0.5631
O	-1.4287	0.5942	-5.9143
O	-3.8694	-4.7849	-2.7056
O	-0.1085	-2.2219	0.7706
O	0.1954	-2.41	0.1771
N	0.997	-3.2455	2.708
O	3.3468	0.0628	-0.2999
O	-0.3256	-1.2191	3.3489
O	0.8583	-1.1629	2.4492
O	-3.9001	-0.6441	0.4221
O	1.8778	0.3098	1.2729
O	-2.3456	5.2395	3.9552
O	-2.0204	0.2319	-2.0944
O	1.4525	1.0396	-3.4946
O	-1.5696	-3.0255	2.1775
O	-2.4167	1.0164	3.0436
O	1.7801	1.4361	1.0739
O	2.2444	0.3552	0.1329
O	0.5669	3.8685	2.5797
O	-0.104	0.8845	-0.8102
O	-1.0301	-0.1748	1.7183
O	1.864	-0.7034	-0.4034
